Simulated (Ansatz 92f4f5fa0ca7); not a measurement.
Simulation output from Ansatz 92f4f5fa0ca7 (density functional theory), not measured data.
Periodic cell of 192 atoms, Si128O64, from a study of silicon, its oxide and their interface. The atomic structure is a simulated model.
This geometry differs little from another in the collection (a relaxation step or a small displacement).

Settings
functional: r2SCAN
potential files: Ansatz PAW
basis: plane waves
wave-function cutoff: 800 eV
density cutoff ratio: 5
exchange-correlation grid ratio: 1
k mesh: 1 x 1 x 1, shifted by 0.5 0.5 0 of a step
self-consistency stop: 1e-10 eV per atom in the density residual
occupations: fixed
spin: none
net charge: 0

Cell vectors (angstrom)
a, 10.887, 0, 0
b, 0, 10.887, 0
c, 0, 0, 28.136

Atoms and the computed forces on them: element, x, y, z (angstrom), force x, y, z (eV/angstrom)
Si, -3.1815, -8.5913, -6.6062, 0.0046, 0.0076, 0.0148
Si, 3.2819, 3.6579, 1.1567, -0.0007, -0.0003, -0.0041
Si, 5.2588, 6.3967, -5.4102, -0.0039, -0.0049, 0.0057
Si, 1.6867, 12.6333, 1.35, 0.0083, 0.0078, -0.0049
Si, 3.9179, -0.4672, -1.1521, -0.0022, -0.005, -0.0279
Si, 8.2526, 3.7884, -1.1358, -0.0045, 0.0057, -0.028
Si, 9.8078, 9.83, -0.1173, -0.0144, 0.0033, -0.0196
Si, 6.2692, 6.0685, -0.8132, -0.0024, 0.0005, -0.022
Si, 0.9759, 0.228, -0.4218, 0.0046, -0.0104, -0.0346
Si, 3.6093, 4.7974, -1.0483, 0.0035, 0.0048, -0.0342
Si, -0.0804, 8.0785, 2.8987, -0.0009, 0.0086, -0.001
Si, 4.7337, 10.0951, 1.6607, -0.0017, -0.0005, -0.0124
Si, 6.4029, 0.8988, 1.3922, -0.0014, 0.0047, 0.0039
Si, 9.9142, 4.509, 1.4484, -0.0031, -0.0001, -0.0157
Si, 7.337, 7.4389, 1.6877, 0.0001, -0.0001, -0.008
Si, 9.012, 9.1351, 1.8948, 0.0011, -0.0113, 0.0028
Si, 0.0233, 2.7703, 2.7002, 0.0061, -0.0077, 0.002
Si, 2.7895, 0.1009, 2.6874, -0.0013, -0.0007, -0.0002
Si, 0.693, 6.3441, 1.4982, 0.0045, 0.0034, -0.0163
Si, 2.5375, 5.383, 2.6306, 0.0057, 0.001, 0.0039
Si, 5.2681, 2.7441, 2.4197, -0.0038, 0.003, -0.0008
Si, 8.0086, 0.0507, 2.9207, -0.003, 0.0052, 0.0084
Si, 5.5174, 8.2746, 2.8954, 0.0037, -0.0029, -0.0026
Si, 8.2174, 5.5224, 2.7456, 0.0012, -0.0028, -0.0012
Si, 1.3171, 4.0906, 4.1702, -0.002, 0.0053, -0.0056
Si, 4.0934, 1.4512, 4.0866, 0.0021, -0.0018, -0.0033
Si, 1.4013, 9.5483, 4.0033, 0.0005, 0.0025, -0.0095
Si, 4.018, 6.7811, 3.9546, -0.0025, -0.0042, 0.0017
Si, 6.7074, 4.0865, 3.8671, 0.0013, -0.0026, -0.0069
Si, 9.5205, 1.4111, 4.0515, -0.0018, 0.001, 0.0064
Si, 6.7769, 9.5827, 4.3696, -0.0003, -0.0049, -0.0092
Si, 9.5096, 6.753, 4.3025, -0.0047, -0.0005, -0.0019
Si, 0.0149, 0.0096, 5.3769, 0.0044, 0.0023, -0.002
Si, 2.722, 2.7475, 5.4719, 0.0002, 0.0023, -0.0027
Si, -0.0018, 5.4039, 5.5882, 0.0021, -0.0043, 0.0009
Si, 2.7197, 8.1598, 5.3882, 0.0009, -0.0001, -0.0039
Si, 5.3825, 0.0917, 5.5554, -0.0008, 0.0023, 0.0042
Si, 8.0993, 2.7656, 5.3504, 0.0038, 0.0001, 0.0023
Si, 5.409, 5.4365, 5.3263, -0.005, 0.0011, -0.0008
Si, 8.1729, 8.1673, 5.5958, 0.0032, 0.0048, -0.0043
Si, 1.3521, 1.3533, 6.7778, -0.0005, 0.0003, 0.0014
Si, 4.1097, 4.1028, 6.7819, 0.0026, 0.0028, 0.0039
Si, 1.3948, 6.8237, 6.8325, 0.0027, -0.0005, -0.0006
Si, 4.0455, 9.5208, 6.8083, -0.0012, -0.0006, -0.003
Si, 6.8294, 1.4119, 6.8275, 0.0002, 0.0008, 0.0012
Si, 9.4581, 4.0403, 6.822, 0.0018, -0.0063, -0.0007
Si, 6.7542, 6.7568, 6.7904, -0.004, 0.0001, -0.0009
Si, 9.5993, 9.5503, 6.8257, 0.0003, 0.0009, -0.0009
Si, -0.035, 2.6727, 8.1506, -0.0029, 0.0024, -0.0021
Si, 2.6998, 0.0032, 8.1539, 0.0031, -0.0006, -0.0012
Si, 0.0456, 8.185, 8.2009, -0.0016, -0.0015, -0.002
Si, 2.7655, 5.442, 8.1644, -0.0034, 0.0004, -0.002
Si, 5.4685, 2.7678, 8.1795, 0.0014, -0.0017, -0.002
Si, 8.2139, 0.012, 8.155, -0.0023, 0.0017, 0.0012
Si, 5.4434, 8.157, 8.1422, 0.0005, 0.0028, -0.0006
Si, 8.1317, 5.4268, 8.1665, -0.0002, -0.0035, -0.0003
Si, 1.345, 4.0627, 9.4629, 0.004, -0.0009, -0.0039
Si, 4.1061, 1.3543, 9.4821, -0.0006, 0.0018, -0.0029
Si, 1.399, 9.5514, 9.5593, -0.0016, -0.0006, -0.0011
Si, 4.1411, 6.7829, 9.5249, 0.0009, -0.0029, 0.001
Si, 6.8289, 4.0833, 9.579, -0.0011, 0.0003, 0
Si, 9.55, 1.3205, 9.5738, 0.0015, -0.0003, -0.0018
Si, 6.8698, 9.4894, 9.478, 0.0023, -0.0021, -0.0015
Si, 9.5191, 6.7945, 9.4883, -0.0007, 0.0051, -0.0021
Si, 0.0163, -0.039, 10.9553, 0.0039, 0.0029, -0.0019
Si, 2.7123, 2.7059, 10.8216, -0.0003, 0, 0.0024
Si, -0.0171, 5.423, 10.8262, 0.0018, 0.0022, 0.0027
Si, 2.7988, 8.1646, 10.8322, -0.0003, -0.0001, 0.0027
Si, 5.5308, -0.0073, 10.7931, 0.001, 0.001, 0.0004
Si, 8.1936, 2.6983, 10.9171, 0.0015, -0.0004, 0.0051
Si, 5.5269, 5.4816, 10.9414, 0.0024, 0.0016, -0.0006
Si, 8.1977, 8.1243, 10.9093, 0.0039, -0.0033, 0.0035
Si, 1.3979, 1.3588, 12.2542, -0.0031, -0.0025, 0.0006
Si, 4.0779, 4.0946, 12.1341, -0.0017, 0.0001, 0.0033
Si, 1.3512, 6.8357, 12.095, 0.0015, 0.0002, -0.003
Si, 4.2825, 9.4503, 12.1304, 0.002, 0.0007, 0.0032
Si, 6.8376, 1.3062, 12.2502, 0.0039, -0.0005, 0.003
Si, 9.5594, 4.0615, 12.2622, -0.0012, 0.0004, 0.0003
Si, 6.9446, 6.7621, 12.393, -0.0007, -0.0025, 0.0032
Si, 9.5704, 9.4239, 12.3064, 0.0016, 0.0034, 0.0026
Si, 0.0694, 2.7748, 13.6444, -0.0051, -0.0018, 0.0079
Si, 1.682, -1.5882, 14.7239, 0.0211, -0.021, 0.0102
Si, -3.188, 5.4003, 21.0538, 0.0021, -0.0067, 0.0168
Si, 8.2025, 0.9292, 18.7558, 0.0005, 0.0043, 0.0323
Si, 4.0533, 1.2652, 14.7546, -0.0043, 0.004, 0.0037
Si, 10.9803, -4.323, 18.0361, -0.0019, 0.0073, 0.0206
Si, 6.9191, 9.575, 15.1352, 0.0015, -0.0018, -0.001
Si, 6.3538, 6.6506, 18.5288, -0.0008, 0.001, 0.0309
Si, 2.7099, 5.5056, 13.4055, 0.0019, 0.0015, -0.0031
Si, 7.9019, -1.729, 17.281, 0.0129, -0.0045, 0.0204
Si, 2.849, 10.7615, 13.3576, -0.0055, 0.0022, 0.0057
Si, 5.5926, 8.1854, 13.69, -0.0005, -0.0021, 0.0033
Si, 13.0498, -6.356, 18.8048, -0.0045, 0.0134, 0.0465
Si, 9.6102, 1.3424, 14.949, 0.0132, -0.0023, 0.0057
Si, 5.7915, 11.3899, 16.0704, -0.0022, 0.0048, 0.0106
Si, 10.9271, 8.01, 13.6739, 0.0048, -0.0004, -0.0037
Si, -2.6016, 5.3456, 13.8213, -0.0056, -0.0061, 0.005
Si, 3.5948, 0.2589, 18.0844, 0.0032, -0.016, 0.0197
Si, 1.1644, 4.5127, 14.8662, -0.0008, -0.0019, 0.0045
Si, 0.199, 7.4383, 26.8306, 0.0133, 0.0025, -0.0463
Si, 2.5306, 1.6633, 16.5026, -0.0095, 0.0044, -0.0068
Si, 6.6395, 4.0176, 14.9623, 0.0019, 0.0065, -0.0017
Si, 2.7715, 3.9894, 16.6215, 0.0044, 0.0062, -0.0012
Si, 18.4703, 2.1293, 16.1443, 0.0024, 0.0041, 0.0328
Si, 2.8459, -15.705, 24.3517, -0.0023, 0.0095, -0.0233
Si, 14.802, 2.2091, 25.5969, 0.0044, 0.0007, -0.0214
Si, 6.301, -0.6163, 25.3492, -0.0058, -0.0054, -0.0159
Si, 5.3781, -8.1725, 13.4707, 0.0034, 0.0007, 0
Si, -1.3177, 5.5754, 24.899, 0.0047, 0.0031, -0.0222
Si, 7.3246, 0.7504, 27.1904, -0.0025, 0.0049, -0.0222
Si, 3.8869, 17.898, 14.7718, -0.0239, 0.0196, -0.0019
Si, 18.0239, -3.4254, 24.7209, 0.0016, 0.002, -0.0128
Si, 10.2462, 22.906, 22.3569, -0.0029, -0.0005, -0.0015
Si, 10.58, 10.3499, 17.8972, -0.0033, -0.0025, 0.0274
Si, -18.9365, -10.3554, 21.2327, -0.0059, 0.0044, 0.0139
Si, 1.2999, 0.9128, 24.877, -0.0013, -0.0032, -0.0112
Si, 10.2299, -4.7412, 15.0775, 0.0019, 0, 0.0091
Si, -10.2374, -10.6204, 15.9768, 0.0018, 0.0077, -0.0036
Si, 10.3731, -3.7737, 20.9914, -0.0029, -0.0015, 0.0251
Si, 12.8715, 8.728, 18.5365, -0.0046, -0.0058, 0.0234
Si, -5.5229, -9.7901, 23.093, -0.0069, 0.0053, -0.0029
Si, 1.0639, 16.0941, 22.9125, 0.0021, -0.0001, 0.0054
Si, -7.0971, 28.7355, 20.0818, 0.0005, 0.0008, 0.0171
Si, -9.1662, 19.6981, 24.4919, -0.0066, -0.0064, -0.0112
Si, 0.3747, -1.5818, 21.8379, -0.0064, -0.0054, 0.0014
Si, 4.8624, -16.5519, 16.1059, 0.0044, 0.0009, 0.0114
Si, 8.2534, 10.8282, 13.6273, -0.0072, 0.0016, 0.0033
Si, 12.4906, 24.3654, 21.2096, -0.0104, 0.0011, 0.0183
O, 0.6703, -4.75, -6.5327, -0.0024, -0.0016, -0.0043
O, -10.6182, 1.2352, -4.4411, 0.0044, 0.0019, 0.0135
O, 6.9147, 7.2083, 0.1134, 0.0041, 0.0073, 0.0173
O, 4.3151, 14.5214, -1.9345, -0.0032, -0.005, 0.0129
O, -4.4912, 5.4927, -6.1164, 0.0001, 0.002, -0.0039
O, 12.0028, 8.3514, -2.2385, -0.0182, -0.0221, 0.018
O, -4.7645, 18.4434, -4.6783, 0.0033, 0.0045, 0.005
O, -0.3645, 17.0393, -2.0732, 0.0025, 0.0174, 0.0173
O, 18.9683, -17.9501, -6.9989, -0.003, 0, -0.0032
O, 19.4558, -4.129, -3.7584, -0.0064, -0.0004, 0.0105
O, -10.2102, 5.1505, -9.5758, 0.0152, -0.0011, -0.0084
O, 10.1101, -0.4229, -6.2302, 0.003, -0.0003, -0.0004
O, 17.307, 39.1621, -2.343, 0.0027, 0.0033, 0.0062
O, -7.8115, -23.0475, -10.3913, 0.009, 0.0103, -0.0178
O, 15.6198, 20.7189, -2.4402, -0.0006, 0.0014, 0.0083
O, 8.9341, -15.3674, -6.6919, -0.0012, -0.0022, -0.0101
O, 7.5088, -11.3495, 18.2562, 0.0016, -0.0027, -0.0071
O, -12.2349, -1.7039, 17.3645, 0.0157, 0.0068, -0.012
O, 0.0715, 2.0214, 21.201, 0.0082, 0.0017, -0.0043
O, 16.5906, -5.2362, 17.452, -0.0056, -0.0104, -0.0234
O, 14.3148, 0.4271, 19.7003, 0.0028, 0.0013, -0.0321
O, -10.3991, -20.9146, 26.2714, 0.0046, -0.0055, 0.0172
O, 13.68, -2.7166, 15.28, 0.006, -0.0027, -0.0012
O, 15.0255, 12.0387, 26.8246, 0.0091, 0.0008, 0.0058
O, -11.9804, 0.6183, 18.7197, 0.0098, -0.0028, -0.0192
O, 0.7459, -1.1939, 18.9663, -0.008, 0.0115, -0.0282
O, 12.5361, 25.5614, 22.3366, -0.0018, 0.0011, -0.0043
O, 11.4874, -23.9814, 23.3374, 0.0093, 0.0003, 0.0122
O, 7.7305, -8.6069, 26.771, -0.002, -0.0078, 0.0181
O, 15.1993, -5.2955, 23.779, -0.0007, 0.0007, 0.0052
O, 16.0371, 22.1239, 17.6117, -0.0021, -0.0013, -0.0137
O, 18.1681, 19.8515, 25.3006, -0.0154, -0.0033, -0.0018
O, 2.8958, 18.6079, 24.2322, -0.0075, 0.0165, 0.0063
O, 8.7845, 1.7514, 22.6123, 0.0016, -0.0006, -0.0032
O, 7.0145, -6.2286, 27.5793, 0.0027, -0.0024, 0.0058
O, -11.521, 7.1486, 19.3583, 0.0032, -0.0012, -0.0186
O, -11.928, 8.3995, 27.2101, 0.0033, 0.0046, 0.0106
O, -3.5925, -3.1039, 17.8712, 0.0022, 0.0121, -0.0149
O, 2.3904, 2.1007, 25.0486, 0.0064, -0.007, 0.0027
O, 12.9905, 21.2839, 24.5808, -0.005, 0.0042, 0.0114
O, 13.5308, -2.806, 19.8598, -0.0007, -0.0005, -0.0111
O, -0.3526, 15.9008, 23.7252, -0.0052, 0.0012, 0.0109
O, 15.0114, 11.3553, 22.2477, 0.0005, 0.0019, -0.0042
O, -6.6806, -3.9285, 21.6316, -0.0042, 0.0006, -0.0112
O, 1.3527, 7.5337, 17.6329, -0.0011, 0.0062, -0.0088
O, 23.5584, -11.5999, 21.5358, 0.0089, 0.009, -0.0071
O, 24.1157, -11.5175, 27.3353, 0.0112, 0.0079, 0.0054
O, 17.163, -0.0431, 23.8091, -0.0027, -0.0014, 0.0164
O, 6.2328, 2.0919, 22.1587, -0.0027, -0.0033, -0.0011
O, 8.7429, 10.8362, 27.3113, -0.0013, -0.0081, 0.0158
O, 11.9202, -3.9557, 28.1206, -0.0066, -0.0077, 0.024
O, 15.9993, -3.4999, 19.2577, 0.0045, -0.0009, -0.0103
O, 2.7018, 16.4669, 25.9321, 0.0036, -0.0116, 0.0241
O, 4.6978, 27.649, 27.6425, -0.0055, -0.0081, 0.0132
O, 10.0431, -26.2673, 16.7209, 0.0012, -0.0018, -0.0202
O, 15.5214, 9.6638, 28.2063, 0.003, 0.0064, 0.0218
O, 1.9695, 3.2351, 19.7613, 0.0052, 0.0086, -0.0216
O, -13.9127, 13.07, 17.7774, -0.0066, 0.0047, -0.021
O, -23.9302, 15.2446, 25.5579, -0.0017, -0.0054, 0.0167
O, 15.7418, 1.9909, 24.3305, -0.0138, 0.0018, 0.0167
O, -14.5411, -5.1169, 19.5498, -0.0069, 0.0069, -0.0188
O, -1.4382, 3.9155, 28.0987, 0.0076, 0.0039, 0.021
O, 35.8578, -5.3458, 19.5763, -0.0144, -0.0155, -0.0173
O, -3.1314, 1.3404, 20.2296, 0.0022, -0.0079, -0.0242

Results
free energy: -118368.602 eV
free energy less fixed offsets of O -570.45, Si -639.56 eV per atom: 3.878 eV

The program warned: the cutoff lies below the one the program advises for these potential files; the forces do not sum to zero within the program's tolerance; empty levels may hold ghost states of the PAW files; the exchange-correlation potential is rough where the density is thin.
